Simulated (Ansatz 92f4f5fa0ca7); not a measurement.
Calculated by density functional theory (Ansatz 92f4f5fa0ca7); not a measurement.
Periodic cell of 223 atoms, Si133O90, from a study of silicon, its oxide and their interface. The atomic structure is a simulated model.

Settings
functional: PBE
potential files: Ansatz PAW
basis: plane waves
wave-function cutoff: 700 eV
density cutoff ratio: 5
exchange-correlation grid ratio: 1
k mesh: 2 x 2 x 1, shifted by 0.5 0.5 0.5 of a step
self-consistency stop: 5e-08 eV per atom in the density residual
occupations: fixed
spin: none
net charge: 0

Cell vectors (angstrom)
a	10.938	0	0
b	0	10.938	0
c	0	0	32.1128

Atoms and the computed forces on them: element, x, y, z (angstrom), force x, y, z (eV/angstrom)
Si	0.4385	-0.5522	24.7086	0.0716	-0.0012	-0.0693
Si	5.2968	0.2938	24.6633	0.01	0.0208	-0.0368
Si	2.7865	2.2637	24.5809	-0.0025	-0.0353	-0.0245
Si	8.0642	2.8034	24.651	-0.0216	0.002	-0.0461
Si	-0.2374	5.6955	24.5325	0.0077	0.0171	-0.0296
Si	4.8052	5.9455	24.542	-0.0266	0.0609	-0.0391
Si	2.6742	8.1866	24.9962	-0.0217	-0.0012	0.0076
Si	8.2687	7.8155	24.5534	-0.0047	-0.0075	-0.0457
Si	1.3898	1.1423	26.0854	-0.0008	0.0473	-0.0243
Si	6.8116	1.4012	26.0458	0.03	-0.0163	0.0005
Si	3.8828	4.1058	25.77	0.0125	-0.0092	0.0121
Si	9.6586	4.0209	25.8743	0.0115	0.0113	0.0385
Si	1.2461	6.7513	26.0827	0.021	-0.0158	-0.0209
Si	6.6811	6.7306	25.9152	-0.0033	0.0451	-0.0054
Si	4.1973	9.5982	26.0223	-0.0018	0.026	-0.0078
Si	9.4778	9.486	25.8129	0.0077	0.0035	0.0306
Si	2.8203	-0.0624	27.428	0.0108	0.004	0.0039
Si	8.2228	-0.0178	27.2919	0.0156	-0.0168	0.0004
Si	0.0478	2.6798	27.3112	-0.0267	0.0126	-0.011
Si	5.385	2.8281	27.2777	-0.0053	0.0075	-0.0033
Si	2.6948	5.4248	27.3397	0.0199	-0.0014	0.018
Si	8.2018	5.4085	27.2679	0.0016	0.0127	-0.0187
Si	-0.0829	8.2271	27.3341	-0.0127	-0.0117	0.0071
Si	5.5228	8.193	27.3487	-0.0108	-0.0169	0.0086
Si	4.1018	1.3673	28.6945	0.2544	0.5079	0.2533
Si	9.5708	1.3673	28.6945	0.0265	-0.0903	-0.198
Si	1.3673	4.1018	28.6945	-0.0757	-0.4131	0.2524
Si	6.8362	4.1018	28.6945	-0.1893	0.0257	-0.1882
Si	4.1018	6.8362	28.6945	-0.0348	-0.0868	-0.2306
Si	9.5708	6.8362	28.6945	-0.4675	-0.1582	-0.1066
Si	1.3673	9.5708	28.6945	-0.182	-0.3059	0.1693
Si	6.8362	9.5708	28.6945	0.3629	0.0323	0.0902
Si	0	0	30.0618	0.0423	0.0404	0.0042
Si	5.469	0	30.0618	0.1296	0.1704	-0.0301
Si	2.7345	2.7345	30.0618	-0.0459	-0.0416	0.0487
Si	8.2035	2.7345	30.0618	-0.1179	-0.1142	-0.0588
Si	0	5.469	30.0618	-0.0658	-0.0753	-0.0582
Si	5.469	5.469	30.0618	0.0676	0.0457	0.0012
Si	2.7345	8.2035	30.0618	-0.1635	-0.1274	0.0038
Si	8.2035	8.2035	30.0618	-0.0559	-0.0554	0.025
Si	1.3673	1.3673	31.429	0.0043	0.0073	0.0059
Si	6.8362	1.3673	31.429	0.0264	-0.0546	0.0326
Si	4.1018	4.1018	31.429	-0.0007	-0.0281	-0.014
Si	9.5708	4.1018	31.429	0.0094	0.0402	-0.0088
Si	1.3673	6.8362	31.429	0.0658	0.0076	0.0212
Si	6.8362	6.8362	31.429	-0.0259	0.0885	0.0045
Si	4.1018	9.5708	31.429	-0.002	0.0053	-0.014
Si	9.5708	9.5708	31.429	0.0202	-0.049	-0.0193
Si	2.7345	0	0.6835	-0.0295	0.0437	0.0075
Si	8.2035	0	0.6835	0.0047	0.0104	0.0117
Si	0	2.7345	0.6835	0.024	-0.0534	-0.0093
Si	5.469	2.7345	0.6835	-0.0464	0.0421	-0.0114
Si	2.7345	5.469	0.6835	-0.0094	-0.0161	0.015
Si	8.2035	5.469	0.6835	-0.0369	-0.0029	0.0072
Si	0	8.2035	0.6835	-0.0439	0.0349	-0.0189
Si	5.469	8.2035	0.6835	0.0537	-0.093	-0.0133
Si	4.1018	1.3673	2.0507	0.0707	-0.0103	-0.0145
Si	9.5708	1.3673	2.0507	0.0347	0.0404	0.0166
Si	1.3673	4.1018	2.0507	-0.0566	-0.0138	0.0128
Si	6.8362	4.1018	2.0507	0.0358	-0.0418	0.0141
Si	4.1018	6.8362	2.0507	0.0806	0.1609	-0.0088
Si	9.5708	6.8362	2.0507	0.0893	0.0842	0.0077
Si	1.3673	9.5708	2.0507	-0.0142	-0.1052	0.0303
Si	6.8362	9.5708	2.0507	-0.0393	0.0388	0.0212
Si	0	0	3.418	-0.0629	0.1237	0.1827
Si	5.469	0	3.418	-0.0571	0.0691	-0.4174
Si	2.7345	2.7345	3.418	-0.0116	-0.033	0.2094
Si	8.2035	2.7345	3.418	-0.012	0.1323	-0.1156
Si	0	5.469	3.418	0.1223	0.0301	-0.0469
Si	5.469	5.469	3.418	0.0255	0.166	0.23
Si	2.7345	8.2035	3.418	0.1213	0.0182	-0.1852
Si	8.2035	8.2035	3.418	0.2155	-0.0274	0.1262
Si	1.3504	1.384	4.8151	0.0047	-0.0032	-0.011
Si	6.8298	1.3608	4.7443	-0.0091	0.0075	0.0066
Si	4.1025	4.11	4.8019	-0.0104	0.0122	-0.0194
Si	9.539	4.148	4.777	-0.0037	-0.0007	0.0056
Si	1.4539	6.7808	4.7717	0.002	0.0011	0.0065
Si	6.855	6.8545	4.8081	0.011	-0.0131	-0.0041
Si	4.064	9.637	4.7539	-0.0047	0.008	0.009
Si	9.5886	9.5674	4.8114	-0.0031	0.0025	0.0156
Si	2.7664	0.0871	6.2121	0.001	-0.0072	-0.0175
Si	8.1771	0.0272	6.145	-0.0121	-0.0079	-0.0261
Si	-0.0041	2.8153	6.1372	-0.0011	-0.0252	0.0072
Si	5.5154	2.7702	6.1118	-0.0272	-0.0096	0.0198
Si	2.8117	5.4539	6.2668	-0.0075	0.0087	-0.0034
Si	8.2437	5.5376	6.2329	0.007	-0.0141	-0.0114
Si	0.176	8.2395	6.0819	-0.0122	0.0096	0.0022
Si	5.4906	8.3193	6.0692	0.0157	-0.0184	-0.0017
Si	4.271	1.3747	7.5452	0.0158	-0.0014	0.0234
Si	9.3414	1.6314	7.3866	-0.0053	0.0129	0.0255
Si	1.1054	4.363	7.5535	-0.0311	-0.0012	0.0329
Si	7.104	3.8466	7.4696	-0.0083	-0.0297	0.0338
Si	4.1179	7.0674	7.461	0.003	0.0179	0.0344
Si	9.9488	6.7399	7.4006	0.0195	0.0104	0.0187
Si	1.8289	9.2648	7.4694	-0.0065	-0.0323	0.0502
Si	6.4504	9.9885	7.4463	-0.0267	0.0036	0.0599
O	9.5601	6.8412	24.2264	-0.0046	-0.018	-0.0334
O	4.1405	1.3819	24.2045	-0.0151	-0.0057	-0.0367
O	8.1418	8.577	10.9508	-0.0089	-0.0005	-0.0068
O	3.7106	2.0948	8.9475	-0.0049	-0.0081	-0.0148
O	7.0673	4.102	24.2963	0.0115	-0.0292	-0.051
O	1.5619	9.2138	24.2672	-0.0298	0.0171	-0.0152
O	6.2857	4.2969	8.8365	0.0216	0.0195	-0.0088
O	-0.7288	1.7982	11.0818	-0.0086	-0.0051	0.0106
O	8.2355	2.7348	7.9575	-0.0027	0.0146	0.0247
O	6.8879	9.3373	8.8886	0.0027	0.0188	-0.0149
O	9.481	7.7491	8.6342	-0.0101	-0.0331	-0.0001
O	1.3259	9.853	8.9058	0.0116	-0.0095	0.0018
O	5.3655	0.2019	7.9536	0.0036	0.0078	0.0197
O	0.0217	5.5466	7.9799	0.0161	-0.0111	0.0278
O	10.0379	0.8586	8.6662	-0.0218	0.0052	0.0165
O	5.0272	6.6204	8.7771	-0.0129	-0.0142	-0.0015
O	7.5218	8.0952	23.1061	0.0255	-0.0139	0.0208
O	8.4366	2.119	23.17	-0.0229	0.0315	0.0061
O	5.3182	5.4953	23.0182	0.0063	-0.0013	0.0281
O	1.8866	2.3069	23.1642	0.0176	-0.0183	0.0169
O	11.0638	0.247	23.298	0.015	-0.0066	0.0193
O	0.2991	5.2168	23.0396	-0.0155	0.0092	0.0091
O	3.6973	7.1396	24.1595	0.0334	-0.0386	-0.0345
O	6.1277	10.8067	23.3049	-0.0217	0.005	-0.0023
Si	7.8339	2.3459	21.6448	-0.0077	0.0029	-0.0104
Si	6.6929	4.6679	22.8089	0.0071	-0.0059	0.0001
Si	0.4059	12.5356	14.4465	0.0028	0.0018	0.0049
Si	8.9937	0.4369	15.7032	0.002	-0.0072	0.006
Si	7.6359	2.7283	14.1734	-0.006	-0.0018	-0.0042
Si	9.9967	5.8278	12.2699	0.0017	0.0026	0.0011
Si	2.8072	3.1103	9.8849	0.0026	0.0074	0.0043
Si	5.1699	7.445	19.4737	-0.0017	0.0008	-0.0029
Si	4.3988	9.0342	17.0954	0.0128	-0.0023	-0.001
Si	10.7298	2.6338	20.2687	0.0029	-0.0031	-0.0053
Si	9.7029	0.5185	10.2225	-0.0016	-0.0001	0.0009
Si	2.9346	11.6658	17.9384	-0.0042	-0.0041	0.0039
Si	13.6468	8.0451	12.3836	-0.0028	-0.0012	0.0055
Si	0.6802	7.1195	14.406	0.0018	0.0015	0.0049
Si	9.7448	2.8183	12.2394	-0.0001	-0.0004	-0.0004
Si	19.3747	5.8146	20.673	0.0013	-0.0005	-0.0032
Si	2.5563	12.0535	12.2185	-0.0006	0.0043	0.0053
Si	7.2307	9.8184	10.4101	0.0005	0.0017	0.0062
Si	7.4858	5.1993	15.6092	-0.0005	0.0011	0.0045
Si	11.3718	5.2929	21.4093	0.004	-0.0001	-0.0074
Si	6.2471	-0.1675	21.6715	-0.0009	0.0001	-0.0029
Si	11.0805	12.4436	17.3915	0.0006	0.0014	0.0004
Si	3.2364	10.3344	20.726	-0.004	0.0021	0.0054
Si	2.2656	6.6342	17.0957	-0.0149	0.0045	-0.0038
Si	8.8082	7.368	10.0781	0.0026	-0.0017	-0.006
Si	7.3109	8.1783	21.487	0.0005	0.0027	-0.0019
Si	6.4789	4.9933	18.3951	0.0013	-0.0037	-0.0032
Si	4.1639	5.2704	11.691	-0.0006	0.0026	0.0001
Si	3.8446	3.8015	17.2803	-0.003	0.0001	0.0001
Si	1.1413	9.7742	10.5078	-0.001	-0.006	-0.0007
Si	-2.2455	7.3948	14.3384	-0.0035	0.0073	0.0045
Si	6.1305	5.7297	9.6105	0.01	0.0032	-0.001
Si	2.2871	7.3363	19.9421	-0.0031	0.0016	-0.001
Si	1.2328	1.0091	22.3588	0.0015	-0.0091	0.0048
Si	17.6512	9.499	14.9724	-0.0009	-0.0063	0.0026
Si	5.0695	4.1228	14.4236	-0.0058	-0.0015	0.0022
Si	4.9702	-0.5965	12.5936	0.0012	0.0014	0.0049
O	9.6775	0.6918	17.163	0.0187	0.0163	-0.0294
O	4.1364	0.8075	12.4985	-0.0125	-0.0164	-0.0044
O	7.5161	4.9186	19.6612	0.0077	0.0164	0.0145
O	3.2093	11.3977	19.5064	-0.0081	-0.0157	-0.0112
O	2.0289	10.8901	11.246	-0.0218	-0.0026	-0.0034
O	2.4504	-0.0021	22.0072	-0.0092	0.0141	-0.0167
O	2.9409	8.1268	7.943	0.0073	0.0061	0.0183
O	3.3071	-4.333	11.972	0.0115	0.0009	-0.0013
O	12.7125	1.1325	13.671	0.0004	0.002	-0.0232
O	10.8532	2.5402	18.6371	0.0012	-0.0201	0.0153
O	11.5259	2.2205	15.9617	-0.019	-0.0282	0.0017
O	7.3753	4.602	17.1075	-0.0138	0.0179	-0.0131
O	5.9997	5.3943	14.9156	0.0141	-0.0391	0.0058
O	5.6451	8.9322	16.0543	-0.0054	0.0154	0.003
O	5.1427	14.9756	18.286	-0.0119	0.0183	-0.0176
O	7.4592	8.4003	14.0257	-0.0004	-0.0077	-0.001
O	2.8507	5.1152	17.3834	0.0151	0.0016	-0.0039
O	6.9148	1.1638	21.0292	0.0058	-0.0018	0.0125
O	1.8822	8.0285	13.7953	-0.0129	-0.0198	-0.0185
O	12.1247	6.5517	15.8576	0.013	0.0169	-0.0005
O	6.0294	13.8027	14.0365	0.0147	0.0287	0.0106
O	3.2484	2.3186	17.6642	0	-0.0012	-0.0025
O	14.7099	6.6755	19.7983	-0.0094	0.0294	-0.0104
O	7.6399	6.3125	9.6748	-0.0067	0.0128	0.0164
O	10.0547	6.7619	10.94	-0.0162	0.0024	0.0095
O	1.4763	6.4968	21.0762	-0.0087	-0.005	-0.0166
O	8.3838	7.437	20.5154	-0.0169	-0.0002	0.0111
O	5.6756	5.6228	11.1785	-0.0178	0.0035	-0.0052
O	-0.2039	2.7841	13.5267	-0.0127	-0.0216	-0.0062
O	10.2376	0.3659	14.6018	-0.0015	0.0374	0.0204
O	8.2438	2.3759	12.7091	0.0192	0.0146	0.018
O	25.272	7.7812	16.7216	-0.0077	0.0011	0.0225
O	0.435	1.3212	20.9778	-0.0075	0.0088	-0.0002
O	8.3009	6.5919	15.7089	-0.0076	-0.0097	-0.0374
O	10.0044	16.4657	20.5619	-0.0036	0.0098	0.0137
O	-0.4341	10.128	10.7449	0.0129	0.0245	-0.0114
O	7.9865	1.639	15.3049	0.0148	-0.0001	-0.0167
O	1.5416	7.1597	18.4833	0.0327	-0.0088	0.0044
O	7.9296	16.4852	22.212	-0.0138	0.0033	-0.0181
O	8.3039	15.0595	14.7076	-0.0332	0.002	0.0064
O	8.1108	11.1923	10.4192	0.0187	-0.0229	-0.007
O	5.9032	-0.8391	11.2843	0.0049	0.0031	0.0089
O	14.6827	10.549	17.0285	-0.0109	-0.0035	0.0155
O	-1.1411	4.3332	11.6869	-0.0022	-0.0046	0.0076
O	15.8539	-2.0944	18.6503	-0.0105	-0.0192	-0.0262
O	7.3948	-1.1938	21.1645	-0.0225	-0.0167	0.0079
O	4.1771	4.4644	13.1114	0.0184	0.0008	-0.0015
O	5.9021	-0.4741	13.9354	-0.0104	-0.0144	-0.0136
O	1.3414	11.3894	17.7027	0.0026	0.0279	-0.0039
O	3.9267	9.09	12.649	0.011	0.0073	-0.0075
O	5.866	7.6071	20.941	0.0155	0.0031	-0.0104
O	3.5771	4.4476	10.4078	-0.0086	-0.0014	0.0036
O	6.0028	6.5497	18.3957	-0.014	-0.0205	0.0162
O	12.4947	3.609	8.9578	0.0155	0.0193	-0.0112
O	13.445	8.9052	20.3666	0.0028	-0.0069	-0.001
O	8.6835	6.3468	13.0907	0.0288	0.0056	0.0115
O	10.214	7.984	14.5589	0.0058	-0.0361	-0.0139
O	4.1593	3.6757	15.6834	0.0154	0.0115	-0.0101
O	1.6596	8.386	11.1693	0.0007	0.0147	0.0036
O	9.131	2.728	20.7046	0.0084	-0.0283	0.0118
O	15.7435	10.2647	21.1381	0.0059	0.0094	0.0108
O	6.6057	3.4402	21.7635	0.0124	0.0091	0.0267
O	0.3513	5.9463	13.2828	-0.0207	0.0184	0.0007
O	7.9912	-0.8292	15.7974	0.0013	0.0031	0.0045
O	11.7386	3.8192	20.8091	0.001	0.0053	0.0011
O	13.2854	2.4554	11.3142	0.0059	-0.017	-0.0019

Results
free energy: -135752.093 eV
free energy less fixed offsets of O -569.03, Si -635.61 eV per atom: -3.263 eV

The program warned: the cutoff lies below the one the program advises for these potential files; the exchange-correlation potential is rough where the density is thin.
